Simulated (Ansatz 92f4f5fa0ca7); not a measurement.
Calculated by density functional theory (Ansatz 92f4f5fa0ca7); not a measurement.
Periodic cell of 220 atoms, Si132O72H16, from a study of silicon, its oxide and their interface. The atomic structure is a simulated model.
Doubt: the cutoff is low for norm-conserving oxygen, so forces and energies are approximate.
Doubt: the program's own warning below bears on the result.

Settings: functional HSE06; potential files SPMS norm-conserving; basis plane waves; wave-function cutoff 800 eV; density cutoff ratio 4; exchange-correlation grid ratio 1; k mesh 1 x 1 x 1, Gamma-centred; occupations fixed; spin none; net charge 0.

Cell vectors (angstrom)
a, 10.938, 0, 0
b, 0, 10.938, 0
c, 0, 0, 32.4656

Atoms: element, x, y, z (angstrom)
Si, 10.4325, 0.5053, 25.0914
Si, 5.9761, 10.43, 25.0881
Si, 2.2257, 3.2444, 25.0919
Si, 8.7148, 2.2231, 25.0875
Si, 0.51, 4.9607, 25.096
Si, 4.9593, 5.9794, 25.0904
Si, 3.243, 7.697, 25.0927
Si, 7.6948, 8.7135, 25.0906
Si, 1.3101, 1.4254, 26.3021
Si, 6.895, 1.309, 26.2984
Si, 4.044, 4.1608, 26.3008
Si, 9.6279, 4.0421, 26.3005
Si, 1.426, 6.7808, 26.3039
Si, 6.7787, 6.8956, 26.3001
Si, 4.1606, 9.5129, 26.3028
Si, 9.5118, 9.629, 26.303
Si, 2.7351, 0, 27.6061
Si, 8.2025, 0.0007, 27.752
Si, -0.0003, 2.7341, 27.7524
Si, 5.4696, 2.7347, 27.6046
Si, 2.7348, 5.4694, 27.7529
Si, 8.2033, 5.4684, 27.6046
Si, -0.0014, 8.2042, 27.6067
Si, 5.4698, 8.2038, 27.752
Si, 4.1018, 1.3673, 29.0474
Si, 9.5708, 1.3673, 29.0474
Si, 1.3673, 4.1018, 29.0474
Si, 6.8362, 4.1018, 29.0474
Si, 4.1018, 6.8362, 29.0474
Si, 9.5708, 6.8362, 29.0474
Si, 1.3673, 9.5708, 29.0474
Si, 6.8362, 9.5708, 29.0474
Si, 0, 0, 30.4146
Si, 5.469, 0, 30.4146
Si, 2.7345, 2.7345, 30.4146
Si, 8.2035, 2.7345, 30.4146
Si, 0, 5.469, 30.4146
Si, 5.469, 5.469, 30.4146
Si, 2.7345, 8.2035, 30.4146
Si, 8.2035, 8.2035, 30.4146
Si, 1.3673, 1.3673, 31.7819
Si, 6.8362, 1.3673, 31.7819
Si, 4.1018, 4.1018, 31.7819
Si, 9.5708, 4.1018, 31.7819
Si, 1.3673, 6.8362, 31.7819
Si, 6.8362, 6.8362, 31.7819
Si, 4.1018, 9.5708, 31.7819
Si, 9.5708, 9.5708, 31.7819
Si, 2.7345, 0, 0.6835
Si, 8.2035, 0, 0.6835
Si, 0, 2.7345, 0.6835
Si, 5.469, 2.7345, 0.6835
Si, 2.7345, 5.469, 0.6835
Si, 8.2035, 5.469, 0.6835
Si, 0, 8.2035, 0.6835
Si, 5.469, 8.2035, 0.6835
Si, 4.1018, 1.3673, 2.0507
Si, 9.5708, 1.3673, 2.0507
Si, 1.3673, 4.1018, 2.0507
Si, 6.8362, 4.1018, 2.0507
Si, 4.1018, 6.8362, 2.0507
Si, 9.5708, 6.8362, 2.0507
Si, 1.3673, 9.5708, 2.0507
Si, 6.8362, 9.5708, 2.0507
Si, 0, 0, 3.418
Si, 5.469, 0, 3.418
Si, 2.7345, 2.7345, 3.418
Si, 8.2035, 2.7345, 3.418
Si, 0, 5.469, 3.418
Si, 5.469, 5.469, 3.418
Si, 2.7345, 8.2035, 3.418
Si, 8.2035, 8.2035, 3.418
Si, 1.4068, 1.4077, 4.7881
Si, 6.8777, 1.4066, 4.7884
Si, 4.0608, 4.0614, 4.787
Si, 9.5315, 4.0595, 4.7876
Si, 1.4087, 6.8755, 4.7873
Si, 6.8748, 6.879, 4.7877
Si, 4.0613, 9.53, 4.788
Si, 9.529, 9.5317, 4.7885
Si, 2.7338, -0.0002, 6.1676
Si, 8.2023, -0.0005, 6.1704
Si, -0.0018, 2.7311, 6.169
Si, 5.4673, 2.7333, 6.1655
Si, 2.7347, 5.4688, 6.1672
Si, 8.2028, 5.4688, 6.1639
Si, 0.0005, 8.2029, 6.1655
Si, 5.4678, 8.205, 6.1688
Si, 4.5937, 0.8738, 7.3867
Si, 10.067, 0.867, 7.3876
Si, 0.8734, 4.5942, 7.3813
Si, 6.3368, 4.5991, 7.3765
Si, 4.5946, 6.3425, 7.3849
Si, 10.0678, 6.3388, 7.3797
Si, 0.8728, 10.0637, 7.3851
Si, 6.3359, 10.0691, 7.3841
H, 9.7373, 1.2001, 8.8129
H, 4.2603, 1.212, 8.8126
H, 6.6706, 9.7281, 8.8053
H, 1.2101, 9.7274, 8.8113
H, 9.7273, 6.6813, 8.8023
H, 4.2621, 6.6743, 8.8125
H, 6.6802, 4.2592, 8.7966
H, 1.2152, 4.2537, 8.8048
H, 10.7936, 0.1366, 23.6815
H, 5.3078, 5.6268, 23.6706
H, 2.8796, 8.0598, 23.6819
H, 0.1557, 5.3108, 23.6801
H, 8.0553, 8.3578, 23.6751
H, 2.5772, 2.8901, 23.677
H, 5.6207, 10.7849, 23.6716
H, 8.3653, 2.576, 23.668
Si, 1.0092, 9.3496, 13.1154
Si, 1.2489, 7.976, 20.4496
Si, 7.9002, 2.3813, 11.9277
Si, 3.6592, 2.3927, 18.1721
Si, 0.8964, 10.7941, 17.3852
Si, 6.6655, 2.4846, 14.7987
Si, 7.583, 7.928, 15.149
Si, 9.2119, 4.3045, 16.8959
Si, 4.0772, 3.2087, 13.035
Si, 2.0315, 5.2657, 20.4799
Si, 10.5547, 3.5834, 11.969
Si, 7.8931, 0.6745, 16.9777
Si, 3.1241, 0.7423, 15.6731
Si, 10.3374, 4.8385, 14.4665
Si, 4.6467, 5.1559, 19.2444
Si, 7.2717, 10.4421, 12.1992
Si, 3.5728, 8.0019, 18.176
Si, 9.5718, 10.8283, 14.406
Si, 10.7664, 6.5933, 12.2125
Si, 8.9016, 2.0212, 19.6223
Si, 7.738, 7.5203, 11.9482
Si, 10.1298, 8.0632, 16.9018
Si, 6.1911, 4.951, 12.0466
Si, 7.7519, 4.8242, 19.5475
Si, 0.9611, 5.5069, 17.4577
Si, 5.4141, 9.761, 14.4978
Si, 1.8074, 10.7428, 20.4965
Si, 4.6402, 10.622, 19.4421
Si, 1.8798, 1.3659, 12.8089
Si, 9.073, 7.6057, 19.6794
Si, 6.1865, 5.2991, 15.2216
Si, 1.1006, 2.4926, 20.1974
Si, 3.1449, 7.9727, 14.9483
Si, 10.677, 2.2387, 15.5838
Si, 3.1177, 5.1158, 15.1778
Si, 7.5699, 10.3199, 19.6975
O, 0.4298, 3.6586, 15.0579
O, 6.7104, 9.3068, 15.4086
O, 1.609, 5.5895, 18.9346
O, 4.4566, 10.8805, 15.1927
O, 3.6428, 5.0119, 20.5313
O, 8.9612, 10.9375, 15.9253
O, 2.1573, 1.2329, 14.4419
O, 10.5052, 2.2954, 19.6806
O, 10.3678, 1.3186, 14.265
O, 1.4134, 1.2285, 21.2032
O, 2.14, 9.018, 14.2311
O, 9.063, 7.6638, 18.0597
O, 0.1606, 5.1047, 11.4382
O, 4.4955, 9.3322, 18.4327
O, 9.4034, 2.631, 11.2601
O, 8.4796, 0.6058, 20.3484
O, 10.6561, 4.4685, 17.669
O, 8.5285, 6.1368, 20.1632
O, 7.0787, 3.7131, 11.4579
O, 1.2351, 3.9307, 20.984
O, 6.0436, 10.4682, 20.2526
O, 0.7121, 8.025, 12.1297
O, 7.4712, 9.0403, 11.3323
O, 2.2241, 2.4948, 18.9793
O, 2.3292, 10.6214, 16.639
O, 3.0205, 3.955, 14.0431
O, 4.3801, 6.6116, 18.5246
O, 2.1545, 4.9702, 16.4866
O, 6.3945, 5.2683, 13.6197
O, 8.1839, 3.3843, 20.2174
O, 4.4186, 3.832, 18.2968
O, 5.2233, 2.5438, 14.0129
O, 1.123, 10.8392, 18.9964
O, 6.7614, 1.3256, 15.9676
O, 8.1729, 8.8764, 20.1879
O, 6.1743, 5.1041, 19.7794
O, 7.3423, 0.9198, 11.348
O, 4.5955, 1.1525, 18.7088
O, 2.2377, 8.1709, 19.1345
O, 8.0496, 4.6919, 17.9396
O, 0.8524, 2.5502, 12.2773
O, 6.857, 3.8736, 15.6627
O, 4.6025, 8.3564, 14.3277
O, 10.6686, 9.6792, 14.0684
O, 2.74, 6.5004, 14.4123
O, 3.4256, 10.6144, 20.5113
O, 4.6462, 5.256, 15.713
O, 7.7356, 2.2537, 13.578
O, 9.1294, 8.1375, 15.6137
O, 3.3209, 1.9718, 12.2565
O, 10.9424, 6.2026, 13.8114
O, 5.8679, 10.3443, 13.0387
O, 10.8796, 9.5008, 17.1216
O, 6.8558, 6.641, 15.8561
O, 8.3973, 1.7955, 18.0851
O, 1.2854, 9.3984, 21.2672
O, 0.3583, 1.3109, 16.7922
O, 10.6233, 7.7543, 20.1044
O, 8.468, 10.5482, 13.283
O, 9.2542, 2.8445, 16.1343
O, 0.3842, 6.9284, 16.8649
O, 4.6556, 4.3374, 11.9647
O, 9.293, 5.3318, 15.6146
O, 3.1716, 7.9676, 16.5888
O, 3.4444, 2.0788, 16.5744
O, 1.4619, 10.7619, 12.3237
O, 7.5908, 7.6848, 13.5495
O, 1.7056, 6.6469, 21.3047
O, 9.2687, 6.9998, 11.6776
O, 7.4734, 10.4178, 18.0408
O, 6.664, 6.3859, 11.3601
O, 9.623, 4.0701, 13.2395

Results
free energy: -47461.111 eV
free energy less fixed offsets of H -15.86, O -447.96, Si -113.29 eV per atom: 0.049 eV
gap between the highest filled and lowest empty level on this k mesh: 1.570 eV

The program warned: the cutoff lies below the one the program advises for these potential files; the model core charge is not resolved on the grid; the forces do not sum to zero within the program's tolerance; the exchange-correlation potential is rough where the density is thin.
